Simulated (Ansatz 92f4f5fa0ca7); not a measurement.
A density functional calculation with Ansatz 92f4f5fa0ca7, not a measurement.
Periodic cell of 149 atoms, Si88O55N6, from a study of silicon, its oxide and their interface. The atomic structure is a simulated model.

Settings
functional: r2SCAN
potential files: Ansatz norm-conserving
basis: plane waves
wave-function cutoff: 1300 eV
density cutoff ratio: 4
exchange-correlation grid ratio: 1
k mesh: 2 x 2 x 1, shifted by 0.5 0.5 0.5 of a step
self-consistency stop: 5e-08 eV per atom in the density residual
occupations: Fermi-Dirac, 0.05 eV
spin: none
net charge: 0

Cell vectors (angstrom)
a 10.88 0 0
b 0 10.88 0
c 0 0 21.2388

Atoms and the computed forces on them: element, x, y, z (angstrom), force x, y, z (eV/angstrom)
Si -0.3596 0.5272 0.5821 0.7573 -1.5312 -1.016
Si 2.8009 4.6801 -0.3835 -1.4609 -0.7697 0.7765
Si -2.0582 5.8737 -0.043 -0.523 0.3028 -2.7235
Si 1.8499 7.4944 0.3356 -0.7516 -0.072 0.4938
Si -0.765 3.3327 -0.1981 2.8461 0.0959 -0.3769
Si 6.2112 3.2112 0.56 -2.4707 -1.7882 -2.1503
Si 5.662 6.0042 -0.5618 1.0466 -0.3317 3.0973
Si 8.7887 8.8674 -0.7784 -1.2739 -3.0451 -0.4516
Si 3.4927 1.9231 -0.3388 -2.154 2.2429 0.8179
Si 2.6038 2.934 1.5245 -0.3735 1.2768 0.7699
Si 0.2045 5.6577 0.7639 1.7414 0.0261 0.4857
Si 3.9836 9.5949 1.2366 2.1757 -0.6929 -0.3438
Si 7.699 1.1421 0.7149 -2.4763 0.0538 1.493
Si 8.6845 3.1602 1.8159 1.1881 0.1942 -0.2366
Si 4.0332 6.9449 0.8099 0.3503 0.8248 1.2834
Si 9.4447 9.3752 1.3925 0.8482 1.0595 0.8391
Si -0.0284 2.6365 2.6195 -1.8198 3.1521 3.357
Si 2.7429 0.0226 2.6376 0.1495 -0.1192 0.8779
Si 0.0221 8.1953 2.7446 0.266 -0.9171 -0.911
Si 2.7323 5.4566 2.7566 0.1382 -0.1881 -1.0645
Si 5.3186 2.8476 2.7354 -0.1415 0.5155 0.0991
Si 8.1955 -0.0325 2.7565 -0.2797 -0.1574 -0.0117
Si 5.5593 8.1011 2.7726 -1.814 -0.2762 -1.057
Si 8.1702 5.2978 2.701 0.0518 0.3367 -0.9175
Si 1.36 4.08 4.0783 -0.2553 -0.6424 -0.7344
Si 4.08 1.36 4.0783 0.1413 -0.2503 -0.6963
Si 1.36 9.52 4.0783 0.2717 0.5309 -0.309
Si 4.08 6.8 4.0783 0.3818 0.3822 0.1769
Si 6.8 4.08 4.0783 -0.858 0.089 0.305
Si 9.52 1.36 4.0783 0.0604 0.0464 0.4526
Si 6.8 9.52 4.0783 0.0534 0.2899 0.2422
Si 9.52 6.8 4.0783 0.1128 -0.0552 -0.7382
Si 0 0 5.4378 -0.6247 -0.0625 -0.3512
Si 2.72 2.72 5.4378 0.145 0.0849 -0.5198
Si 0 5.44 5.4378 -0.2635 0.0962 0.1867
Si 2.72 8.16 5.4378 0.1825 -0.276 0.4455
Si 5.44 0 5.4378 -0.1728 0.1139 0.3718
Si 8.16 2.72 5.4378 0.5532 -0.5174 0.15
Si 5.44 5.44 5.4378 -0.1165 0.4596 0.2956
Si 8.16 8.16 5.4378 0.2903 -0.1861 -0.3187
Si 1.3887 1.3217 6.6941 -0.2189 0.5902 -0.144
Si 4.0239 4.1117 6.7404 1.4576 -0.7537 -0.158
Si 1.3309 6.8259 6.8617 0.5347 -0.0719 -0.4156
Si 4.096 9.4981 6.8552 0.2636 -0.4252 0.2299
Si 6.7998 1.3639 6.8181 -0.005 -0.1222 0.2124
Si 9.5259 4.0961 6.8179 0.3157 -0.1041 0.2676
Si 6.8126 6.8472 6.8179 -0.5276 0.1592 -0.2137
Si 9.4828 9.5579 6.7993 1.3886 -0.935 -2.535
Si 0.3847 2.7693 8.1571 -0.6299 1.2673 -0.6257
Si 2.5246 -0.0851 8.0579 4.1442 1.1855 -0.7199
Si -0.0475 8.2374 8.0517 -1.3407 -0.9294 -0.2168
Si 2.8384 5.4919 8.0543 0.954 -0.3 2.6088
Si 5.8098 3.1277 8.1969 0.5577 -0.0397 -0.5641
Si 7.7944 -0.794 8.007 -2.5477 1.0458 0.8028
Si 5.9501 8.4917 8.3159 -0.0211 0.7246 -0.8465
Si 7.708 5.1421 8.1619 0.48 -1.5619 0.3756
Si 2.0648 3.7284 9.7368 -4.6062 4.0406 -2.5673
Si 3.924 1.0852 9.8196 -4.378 -0.9392 -0.7021
Si 0.7553 10.0555 8.9492 -2.3859 0.4268 4.4975
Si 5.2028 6.8625 10.0477 1.2137 1.5863 0.6351
Si 8.5795 2.994 9.0058 -0.1661 0.6852 0.2539
Si 8.9596 0.7474 9.1326 -1.6973 0.166 -0.0836
Si 7.2421 10.4415 11.6419 1.4527 -0.1461 -0.0988
Si 9.3272 8.2517 9.9832 -2.0179 3.404 -0.7814
Si 0.2881 1.0592 16.4684 -1.3815 -3.7104 1.6517
Si 3.5839 3.4615 13.9418 -1.7182 -4.3069 3.5455
Si -0.4398 3.6172 11.377 -0.9235 7.3482 1.1909
Si 5.8375 12.8786 12.2275 2.8798 1.9544 -1.6618
Si 6.6535 -3.5626 13.5567 -1.0909 1.1116 1.542
Si 10.4442 7.5638 15.3381 0.3857 -2.8021 -0.9415
Si 5.5107 5.029 12.6153 2.3901 -3.1019 0.8338
Si 6.4154 -1.3402 18.5893 0.2876 2.0589 7.5955
Si 11.5544 1.6195 13.5416 2.3693 0.2106 -4.1644
Si 1.3951 8.633 18.809 0.9173 -1.9256 2.1073
Si 2.0476 9.3075 16.273 -1.1795 0.3932 -7.6782
Si 10.8512 16.9097 17.8764 -0.74 -3.8236 0.9356
Si 1.0005 0.6698 19.7257 1.2637 -2.4401 4.0029
Si -4.594 -4.3544 17.498 0.4185 2.1031 5.8135
Si -2.8411 11.3414 16.8913 -1.0455 2.4037 1.5738
Si 4.4203 5.9755 15.3225 0.0425 0.4983 -2.4818
Si 1.7921 9.9652 11.6814 3.5943 1.0069 2.8304
Si 14.5783 8.5262 14.0717 1.6393 -2.095 -3.787
Si -1.566 6.5197 12.3673 2.465 -2.2126 -1.0859
Si 0.6476 3.1705 18.2284 -0.718 1.5124 3.227
Si -2.4985 4.8055 19.067 -3.1607 -1.1315 0.6429
Si 8.9632 2.4093 17.536 -2.163 3.6156 2.9569
Si 7.6954 -2.1691 16.2413 3.926 1.1039 -4.242
Si 5.673 10.9648 20.8921 -0.5384 1.4929 1.8699
O 7.4282 5.9834 0.719 -3.4916 -1.9914 4.2464
O -1.9725 0.8151 20.9781 3.1502 -0.0757 -0.583
O -2.7735 7.2297 -0.8297 4.0818 2.139 -0.3428
N 0.465 2.2114 19.7631 -2.6996 4.8581 -2.5461
N 1.0735 4.0441 21.6966 -0.9376 0.9908 -0.4661
O -5.9137 6.7497 16.6591 -0.4376 -1.3066 -0.8005
O 0.6376 10.0131 19.1018 0.6271 1.863 -0.5396
O -2.5019 3.1275 18.9915 1.0037 0.63 -1.3137
N 5.057 1.8153 -0.4872 4.2168 -0.4028 0.9652
O 0.6224 1.4888 1.7806 0.1033 -3.447 -3.3305
O 7.3851 5.4374 17.4214 1.4009 -1.3762 0.5279
O 5.3033 4.4324 20.8365 1.7513 -1.0339 1.1731
O 2.2171 8.4633 -0.9835 -1.0727 -0.4877 -1.761
O 7.2929 9.3675 20.0841 -1.1613 1.0614 -0.8263
O 2.7554 0.9735 19.912 -3.8365 -2.5703 -1.9816
O 0.7705 4.5467 10.724 1.7808 -2.7696 0.3756
O 3.156 2.6445 9.7807 1.7353 -2.692 1.9019
O 8.1609 -0.582 15.7511 -2.2486 -1.2133 -0.519
O 5.159 1.3261 10.7399 2.8308 1.4418 4.3514
O 2.8579 9.1893 12.8622 -1.1791 -0.9344 -1.2021
O 0.79 9.2246 10.6668 0.5251 1.4038 -0.9905
O 4.3849 6.2954 8.876 -3.4144 -1.5947 -2.1101
O 5.5453 5.791 11.2043 -0.0515 0.5752 0.654
O 8.5972 9.5598 11.0245 0.3398 -0.0527 -0.3414
O 6.4668 3.6508 12.2086 -2.3238 -0.8639 0.3047
O 9.3211 3.1473 10.4683 -2.3231 -0.8244 -2.8596
O 10.5277 0.6764 9.4371 2.8022 -3.1646 -0.2893
O 7.6307 12.0752 12.086 -3.902 -0.6571 0.1302
O 3.651 15.4268 15.4574 0.3824 -2.6449 -2.1217
O 9.877 7.1548 10.9118 0.7117 -2.3315 2.9593
O 9.4602 4.8838 12.2071 0.9703 1.1307 -0.0335
O -2.9326 7.3532 12.365 -5.4512 -0.9343 2.7819
O -0.2824 2.5276 12.425 3.419 -4.5638 4.8586
O 2.9287 -0.1498 10.7918 0.5392 1.789 -0.3677
O 0.9877 8.341 15.3044 -0.2193 0.2972 -0.0291
N 5.8659 5.772 14.2146 0.9417 0.9801 -3.1043
O 3.3499 7.007 14.6434 0.3875 -0.1771 -0.3064
O 7.0901 -2.704 14.8531 1.8945 -0.7079 2.0252
O 12.0089 0.0595 12.8495 -1.7173 3.6996 1.1026
O 12.9503 2.5945 13.9582 1.0522 0.5945 -0.6028
O 11.9729 4.7568 18.6754 -1.8318 -0.9888 -3.4034
O 9.9986 7.0228 13.7404 1.2971 1.1968 3.1885
O 4.7594 13.0692 13.4739 -1.1649 0.2144 0.5657
N 9.6403 11.7183 17.4933 1.0569 1.8617 -2.3047
O 7.4325 2.1694 16.9199 3.0551 -2.8771 -1.5408
O -0.2378 -4.8468 16.2677 0.2444 2.1756 -0.2915
N 6.9605 -2.5337 17.6693 -1.6543 -4.613 -2.7064
O -5.5757 8.2692 13.516 -2.2835 0.4889 -1.5058
O 5.8097 -4.4788 19.2076 -0.0579 1.2575 -4.767
O 3.5339 9.387 15.3686 -2.6595 2.4672 3.3977
O -0.7801 14.4684 17.269 1.8354 -1.8505 0.1757
O 0.9332 10.3921 16.699 0.8234 2.7308 -2.1814
O 5.2304 -0.5804 19.4788 -1.0685 -1.7757 -2.6786
O 7.1694 -0.0638 18.1276 1.0679 2.1484 -2.4274
O 2.2893 8.4106 17.4343 1.9812 -1.1072 5.7215
O 0.5834 7.2501 18.5406 0.9696 3.9172 1.6136
O 4.0312 4.507 12.9315 -1.5196 1.8957 -3.0346
O -1.3594 5.8837 18.9121 3.294 0.0136 -3.7665
O -1.5626 8.3215 16.2284 0.0479 -1.3643 -0.1888
O 1.3228 12.7191 17.4873 -0.0954 1.5104 -2.3164
O 10.7699 1.4534 14.9155 0.4267 -0.4609 1.874

Results
free energy: -37564.687 eV
free energy less fixed offsets of N -289.75, O -463.61, Si -117.95 eV per atom: 51.963 eV
pressure: -2.20 GPa
stress xx, yy, zz, yz, xz, xy (GPa, positive in tension): 3.39, 2.51, 0.71, 1.1, 0.29, -0.88

The program warned: the forces do not sum to zero within the program's tolerance.
